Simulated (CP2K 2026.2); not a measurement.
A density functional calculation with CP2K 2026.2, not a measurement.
Periodic cell of 1152 atoms, Si864O288, from a study of silicon, its oxide and their interface. The atomic structure is a simulated model.
Doubt: the forces sum to 0.91 eV/angstrom along one axis rather than to zero, so they err by at least 0.0008 eV/angstrom per atom on average; the grid cutoff is modest.

Settings
functional: PBE
method: Gaussian and plane waves
basis set: DZVP-MOLOPT-SR-GTH
pseudopotentials: GTH-PBE
grid cutoff: 350 Ry, relative cutoff 50 Ry
k points: Gamma only
occupations: fixed
spin: none
net charge: 0

Cell vectors (angstrom)
a  32.64  0  0
b  0  16.32  0
c  -4.9137  0.9407  38.8643

Atoms and the computed forces on them: element, x, y, z (angstrom), force x, y, z (eV/angstrom)
Si  1.4615  15.1596  0.1698  0.1352  -0.2349  0.5729
Si  4.342  1.279  0.4894  -0.0638  0.1094  0.7482
Si  1.0955  4.1137  0.017  0.4032  -0.1248  0.6274
Si  3.8607  7.1005  0.1162  0.2345  -0.3496  0.6539
Si  1.656  9.3586  0.3885  -0.1924  0.0674  0.6962
Si  -0.5445  12.512  38.8442  -0.0267  0.3341  0.6801
Si  6.5315  15.3828  0.217  0.1457  -0.4704  0.7179
Si  9.57  1.3245  0.5689  -0.0356  -0.0879  0.4894
Si  7.4258  3.5478  0.124  -0.0678  0.1493  0.724
Si  4.086  8.3291  38.7914  0.1773  -0.1985  0.703
Si  6.7231  9.5542  0.397  -0.007  0.0289  0.5338
Si  9.5033  12.2315  0.0513  0.1702  0.0019  0.7353
Si  11.8122  15.5241  0.238  -0.0535  -0.1322  0.6646
Si  14.5026  1.7352  0.2934  0.3041  -0.3025  0.6921
Si  12.2476  3.879  0.6211  -0.0466  0.2144  0.6998
Si  14.6909  6.8319  0.0929  0.2549  -0.0356  0.6283
Si  12.6578  9.2216  0.0502  -0.3024  0.1845  0.8151
Si  15.2343  12.1452  0.1641  -0.2247  -0.0524  0.6571
Si  17.5336  15.0853  0.302  0.0877  -0.0672  0.7036
Si  20.2761  1.4286  0.2312  -0.0115  0.0518  0.4436
Si  13.1246  4.62  38.8356  -0.1144  0.0715  0.7124
Si  15.5294  7.6282  38.798  -0.2277  0.139  0.6818
Si  12.4367  10.7668  38.7619  0.1532  -0.2418  0.6707
Si  15.5347  13.0013  38.7588  -0.2489  0.2521  0.6986
Si  17.4531  16.3817  38.4437  0.1859  -0.0835  0.5789
Si  20.8304  2.2139  38.4035  -0.0509  0.2232  0.7564
Si  17.7513  5.3768  38.7303  0.2432  -0.1514  0.7045
Si  21.2003  7.5247  38.7874  -0.1794  0.1146  0.6765
Si  17.8032  10.7317  38.7312  0.245  -0.2008  0.6672
Si  21.2686  12.7009  38.4685  -0.2492  0.33  0.6764
Si  24.0113  15.6119  38.7739  -0.4065  0.2817  0.7513
Si  31.7041  0.8926  0.2915  -0.1314  0.1654  0.7329
Si  23.4639  5.2869  38.7378  0.1671  -0.2338  0.703
Si  31.7548  6.6363  0.058  -0.4091  0.1044  0.6129
Si  28.4299  9.542  0.0412  0.1834  -0.0374  0.6497
Si  31.1054  12.3556  0.1909  0.278  -0.1226  0.7419
Si  2.7756  16.3543  1.6552  0.0277  -0.0163  -0.0227
Si  5.7145  2.7408  1.5984  0.0019  0.0293  -0.0886
Si  2.7898  5.3167  1.2585  -0.0352  0.0123  -0.0716
Si  5.4107  8.0851  1.5891  -0.0353  -0.0263  -0.0484
Si  2.9179  10.7886  1.6579  0.0056  0.0495  -0.0129
Si  5.4162  13.4915  1.1651  0.0131  0.0178  -0.0509
Si  8.1074  16.2757  1.7058  -0.0168  -0.0399  -0.0157
Si  10.8333  2.6827  1.9368  -0.0094  -0.0425  0.0106
Si  8.2424  5.473  1.2588  -0.0191  0.0411  -0.0713
Si  10.8177  8.2644  1.2399  0.0683  0.0178  -0.0546
Si  8.1797  10.9607  1.5169  0.0325  0.0145  -0.0617
Si  10.859  13.6554  1.3729  0.0102  -0.0552  -0.0719
Si  13.4528  0.124  1.6122  0.0545  -0.018  -0.0147
Si  16.3313  2.7408  1.3585  0.0427  -0.0127  -0.0262
Si  13.5293  5.511  1.6115  0.0329  0.0033  -0.0369
Si  16.2906  8.1511  1.2437  -0.0179  0.0167  -0.0523
Si  13.6695  10.8784  1.395  -0.0158  0.0108  0.0028
Si  16.281  13.6402  1.6041  -0.0517  0.0041  -0.0507
Si  19.0067  16.3391  1.563  -0.0346  0.0191  -0.0491
Si  21.7244  2.8388  1.3429  0.0383  0.0387  -0.0384
Si  19.0068  5.3984  1.2854  0.0044  0.0293  -0.0334
Si  21.6574  8.2077  1.2411  -0.0059  0.0025  -0.0485
Si  18.9291  10.9135  1.2782  -0.0201  0.009  -0.0471
Si  21.6019  13.7381  1.0914  0.0139  -0.0486  0.0026
Si  24.2157  0.0719  0.9007  0.0437  -0.0571  -0.0667
Si  27.146  2.6585  1.0191  -0.0185  -0.0126  -0.0774
Si  24.4168  5.4535  1.113  -0.0342  0.0016  -0.0236
Si  27.1628  8.1179  1.3585  0.0101  -0.0407  -0.0042
Si  24.4824  10.8523  1.0413  -0.0107  0.0213  -0.0117
Si  27.141  13.5339  0.9662  0.0037  -0.002  -0.0278
Si  29.9468  16.1964  1.3864  -0.0396  -0.0386  -0.0258
Si  0.0526  2.6287  1.4825  -0.0012  -0.002  -0.0304
Si  29.9723  5.4907  1.1886  0.048  -0.0257  -0.0448
Si  0.0648  8.1402  1.5414  -0.0161  0.0059  -0.0611
Si  29.9251  10.7668  1.3959  -0.0235  -0.0379  -0.0506
Si  0.1907  13.5049  1.3357  -0.0326  -0.0046  -0.0387
Si  1.3947  1.3821  2.9261  -0.0107  0.0141  0.0426
Si  4.179  4.1028  2.7494  -0.0372  -0.0249  -0.0022
Si  1.45  6.6781  2.7563  0.0565  0.006  0.0493
Si  4.1478  9.4152  3.0213  0.0055  -0.0377  0.02
Si  1.4549  12.1999  2.8071  -0.0131  0.0195  0.009
Si  4.1396  14.8261  2.7624  0.081  -0.0039  0.0333
Si  6.8544  1.356  3.0566  -0.0026  -0.0038  0.0605
Si  9.4683  4.2425  2.9185  -0.057  0.0198  0.0692
Si  6.8399  6.6831  2.7693  0.0575  -0.0212  0.0366
Si  9.577  9.5699  2.7679  0.02  -0.0255  0.0628
Si  6.7633  12.3095  2.769  -0.0717  0.0348  -0.0135
Si  9.5172  14.8701  2.9005  0.0314  -0.0093  -0.0058
Si  12.2566  1.3636  3.1533  0.0184  -0.0257  0.0752
Si  15.0209  4.131  2.8009  -0.0485  -0.0477  0.0112
Si  12.1137  6.9222  2.7861  -0.0487  0.0191  0.0294
Si  15.0101  9.5083  2.7461  0.0223  0.0093  -0.0063
Si  12.2595  12.2734  2.7069  -0.0231  -0.0224  -0.0079
Si  14.8502  15.0015  2.845  -0.0127  0.0051  0.0234
Si  17.588  1.3868  2.8129  -0.0142  0.013  0.0475
Si  20.3617  4.1384  2.7304  -0.0159  -0.011  0.0261
Si  17.6572  6.8056  2.6264  -0.0074  -0.0184  -0.0186
Si  20.3159  9.5489  2.6246  -0.0172  -0.0033  0.0413
Si  17.7109  12.2553  2.7985  0.049  0.0016  0.0317
Si  20.405  14.9292  2.737  -0.0038  -0.039  0.0333
Si  23.114  1.3883  2.5461  0.0052  0.0212  0.0092
Si  25.7929  4.0274  2.4671  0.0337  -0.0075  0.0027
Si  23.0954  6.837  2.5458  0.0095  -0.0152  0.0346
Si  25.7429  9.5231  2.5838  -0.0287  0.023  -0.0058
Si  23.1129  12.331  2.386  -0.0217  -0.0168  0.0353
Si  25.7123  14.9718  2.2813  0.0152  0.009  0.0077
Si  28.5112  1.3587  2.5198  0.0081  0.0341  -0.0018
Si  31.2364  4.0636  2.6504  0.005  0.0449  0.0297
Si  28.6076  6.7845  2.639  0.003  -0.021  0.0583
Si  31.2805  9.482  2.7991  0.0183  0.0006  0.0228
Si  28.4701  12.2277  2.5604  -0.0238  0.0457  0.0332
Si  31.3663  14.8517  2.7166  0.0288  -0.004  0.0562
Si  -0.016  16.2754  4.135  -0.0304  -0.0159  -0.0171
Si  2.8064  2.7512  4.1647  0.0357  0.0003  -0.0175
Si  -0.0084  5.3771  4.0655  -0.0135  0.0051  -0.0471
Si  2.7078  8.053  4.221  -0.0247  -0.045  0.0044
Si  0.022  10.8517  4.1119  0.0185  -0.0124  0.0073
Si  2.7575  13.5696  4.1815  0.0124  0.0075  -0.0235
Si  5.4321  16.2332  4.2103  0.0065  -0.0462  -0.0409
Si  8.1865  2.7968  4.2972  -0.014  0.0423  -0.0258
Si  5.4632  5.4275  4.1913  -0.0053  0.0098  0.0108
Si  8.2  8.1455  4.0881  -0.0017  -0.0339  -0.0525
Si  5.5058  10.89  4.2032  0.0168  0.0254  -0.0201
Si  8.1238  13.5684  4.2251  -0.03  0.0188  0.0119
Si  10.8455  16.2498  4.3048  -0.0082  -0.0027  -0.0048
Si  13.6917  2.8001  4.264  0.0207  0.0031  -0.0091
Si  10.8776  5.5411  4.2316  0.0496  -0.0162  0.0184
Si  13.5769  8.2221  4.112  -0.0393  0.0284  -0.042
Si  10.9175  10.9246  4.1263  -0.0212  0.0297  -0.0134
Si  13.5551  13.5908  4.1692  0.0039  -0.0128  0.0068
Si  16.2646  16.338  4.1711  0.0044  0.0287  0
Si  19.0102  2.7596  4.0911  -0.0136  0.0153  -0.0252
Si  16.3484  5.509  4.1166  0.0012  0.018  -0.0203
Si  19.017  8.1618  4.0124  0.0141  0.0081  -0.0088
Si  16.3457  10.8709  4.1192  -0.0087  -0.0181  -0.0098
Si  19.0696  13.6018  4.1284  -0.0189  0.0149  0.0211
Si  21.7841  16.3546  3.9811  -0.0148  0.0213  -0.0022
Si  24.4871  2.7082  3.9268  -0.0032  0.0316  0.0024
Si  21.7719  5.4959  4.0007  0.0307  -0.012  -0.0139
Si  24.4248  8.165  3.9618  0.0101  -0.0063  0.0303
Si  21.7629  10.9484  3.8686  0.0137  0.0429  -0.0591
Si  24.457  13.6431  3.8237  -0.0161  0.0125  -0.0238
Si  27.1088  16.2807  3.8003  -0.015  -0.0403  -0.0338
Si  29.8512  2.6943  3.9689  -0.009  -0.0089  0
Si  27.1728  5.3867  3.8958  -0.0262  0.0067  -0.0236
Si  29.8977  8.12  4.0891  -0.0158  -0.0342  -0.0066
Si  27.1296  10.8805  3.9443  0.0271  -0.0217  0.0136
Si  29.8875  13.5303  3.9874  0.0393  -0.04  -0.0449
Si  1.3378  14.8902  21.6615  -0.0093  0.0105  0.0034
Si  4.0722  1.336  21.7941  -0.0032  0.0233  0.02
Si  1.3565  4.016  21.7243  0.0094  0.0003  0.0172
Si  4.0587  6.7612  21.7301  0.0012  0.0191  0.0056
Si  1.365  9.4793  21.7206  -0.0181  0.0082  0.0041
Si  4.0806  12.1801  21.7658  -0.0011  0.0199  0.0114
Si  6.7911  14.9508  21.8409  -0.0072  0.0167  0.019
Si  9.5372  1.337  21.8425  -0.0086  0.003  0.0158
Si  6.8052  4.0297  21.7955  -0.0082  0.0009  0.0205
Si  9.5437  6.7902  21.8279  0.0006  -0.0069  0.0023
Si  6.8121  9.5149  21.8368  0.001  0.0053  0.0235
Si  9.5331  12.2867  21.8422  0.0092  0.0236  0.0019
Si  12.2482  14.9739  21.9067  -0.0039  -0.0139  0.0269
Si  14.9863  1.3735  21.8417  0.0003  0.0092  0.0046
Si  12.2569  4.0944  21.8343  -0.008  0.0044  0.0108
Si  15.0069  6.8498  21.7895  0.0113  0.0113  0.0099
Si  12.2557  9.5392  21.8109  0.0025  0.0068  0.0183
Si  15.0004  12.2701  21.8473  0.019  -0.0042  0.0027
Si  17.6865  14.9738  21.8198  -0.0058  -0.0114  0.0091
Si  20.4211  1.3735  21.751  0.0048  -0.0093  0.0089
Si  17.6991  4.1142  21.7867  0.0004  -0.0141  0.013
Si  20.4201  6.859  21.7202  0.0156  -0.0091  -0.0073
Si  17.6881  9.5943  21.8081  0.0161  -0.0043  0.0042
Si  20.3694  12.2701  21.7671  -0.0033  -0.0064  0.0057
Si  23.0713  14.9644  21.7084  -0.0036  -0.0254  0.0133
Si  25.8341  1.3763  21.6254  0.0194  -0.0105  -0.0029
Si  23.1235  4.1136  21.6729  0.0081  -0.0092  0.0047
Si  25.8201  6.8033  21.6514  -0.0055  0.0026  -0.0058
Si  23.0916  9.5347  21.685  0.0107  -0.0151  -0.0055
Si  25.7671  12.2267  21.6198  0.0037  -0.0128  0.0034
Si  28.5395  14.9356  21.6222  0.0131  -0.0006  -0.0031
Si  -1.424  1.3403  21.6251  0.0104  0.015  0.0026
Si  28.5419  4.075  21.6474  -0.0111  0.0015  0.0067
Si  -1.3544  6.7832  21.68  -0.0156  0.0143  0.0125
Si  28.5232  9.4329  21.6002  -0.0016  -0.0096  -0.0026
Si  -1.3621  12.2221  21.6419  -0.0033  0.0225  -0.0015
Si  2.6445  16.2492  23.0357  -0.007  0.0034  0.0108
Si  5.4545  2.6795  23.1958  0.0083  -0.0178  -0.0206
Si  2.7507  5.3491  23.0863  -0.0044  -0.0218  -0.003
Si  5.3909  8.1137  23.1115  0.0032  -0.0198  0.0231
Si  2.6936  10.8327  23.1187  0.028  -0.0244  0.0108
Si  5.4375  13.5183  23.1501  -0.0067  -0.0155  0.0056
Si  8.1381  16.3355  23.2237  -0.0116  -0.0044  -0.0057
Si  10.9264  2.6829  23.195  0.0099  0.016  0.0163
Si  8.178  5.3813  23.1427  0.0139  0.0062  0.0069
Si  10.9062  8.1755  23.1837  0.0052  -0.0083  -0.0075
Si  8.1818  10.9256  23.1923  -0.0233  0.0152  0.0115
Si  10.8411  13.6403  23.2881  0.0004  -0.0083  0.0388
Si  13.6635  16.3267  23.2512  -0.0074  0.0184  -0.0064
Si  16.3526  2.7582  23.1751  0.0036  -0.0079  0.0185
Si  13.639  5.5061  23.1366  -0.0028  -0.0225  -0.0119
Si  16.3578  8.2198  23.1676  -0.0333  0.0199  0.0239
Si  13.6205  10.9  23.1688  -0.016  -0.0081  0.0162
Si  16.3628  13.6211  23.2486  -0.0032  -0.0076  0.0048
Si  19.0964  16.3185  23.1343  0.0246  -0.0036  0.0299
Si  21.7939  2.7726  23.0586  0.0031  0.0061  -0.0053
Si  19.0967  5.5008  23.0843  -0.0206  0.0193  0.0099
Si  21.7334  8.2443  23.0959  0.0006  0.0065  0.0443
Si  19.0123  10.9765  23.2023  -0.0096  -0.0011  0.0051
Si  21.7346  13.6083  23.1189  -0.0132  0.0436  0.0315
Si  24.4524  16.3739  22.97  0.0299  0.0089  -0.0022
Si  27.1987  2.7028  22.9938  -0.0066  0.0017  0.0314
Si  24.4631  5.4841  23.0228  0.0066  0.0107  0.0425
Si  27.1637  8.1363  23.0279  0.0028  0.0188  0.0176
Si  24.4739  10.8536  23.0268  0.0073  0.018  0.0099
Si  27.1184  13.6026  22.9181  0.0155  0.0179  0.0181
Si  -2.7455  16.2827  22.9837  -0.0295  0.0042  0.0004
Si  -0.1041  2.6814  23.0076  0.0068  -0.0242  0.0119
Si  -2.7544  5.4481  22.9996  0.0264  -0.02  0.0148
Si  0.0295  8.0962  23.0698  0.0218  0.0246  0.0386
Si  -2.7192  10.7756  22.8703  0.0337  -0.0139  -0.0132
Si  -0.0125  13.5569  23.0458  -0.0014  0.0018  0.0047
Si  1.1559  1.2161  24.3264  -0.0536  -0.0466  -0.0354
Si  4.0805  4.0242  24.5384  -0.0069  0.0313  0.019
Si  1.3757  6.6628  24.4245  -0.0377  0.0177  0.0005
Si  4.0353  9.4597  24.4964  -0.0059  0.0194  -0.0131
Si  1.2986  12.1877  24.4551  0.0145  -0.0064  -0.0201
Si  3.9889  14.874  24.3895  -0.0292  0.0166  -0.0228
Si  6.795  1.3547  24.6385  0.0196  0.0096  0.0102
Si  9.546  4.0285  24.5293  -0.0444  -0.001  -0.0203
Si  6.7336  6.7061  24.4331  0.0044  -0.0574  -0.0244
Si  9.5441  9.552  24.5251  -0.002  0.0226  0.0046
Si  6.8159  12.2396  24.6134  -0.0108  0.0347  0.0118
Si  9.4355  15.0279  24.6751  0.0421  -0.0337  -0.013
Si  12.3257  1.3851  24.61  -0.0126  0.0216  0.0067
Si  14.9877  4.173  24.5034  0.0013  0.0117  -0.0245
Si  12.3218  6.8585  24.5387  0.0171  0.0123  0.0072
Si  14.9766  9.5617  24.5532  0.0086  -0.014  -0.0313
Si  12.2668  12.2326  24.5585  -0.003  -0.0037  -0.0264
Si  15.0204  14.9624  24.642  -0.025  0.0026  0.0079
Si  17.7945  1.407  24.4773  -0.0082  0.0123  -0.0211
Si  20.4965  4.1798  24.4203  0.0171  0.0109  -0.0105
Si  17.8053  6.8896  24.4674  0.0122  0.0115  -0.0221
Si  20.3886  9.6155  24.5134  0.004  0.0014  -0.0302
Si  17.7137  12.3188  24.697  0.0402  -0.0067  0.0187
Si  20.4076  14.9488  24.5616  -0.025  -0.0216  -0.0377
Si  23.1617  1.4122  24.3871  0.0303  -0.0027  0.0102
Si  25.8419  4.0898  24.3161  0.0017  0.0033  -0.0507
Si  23.1369  6.8935  24.3949  0.0308  -0.0122  -0.037
Si  25.8103  9.488  24.4063  -0.0047  -0.0142  -0.0299
Si  23.1279  12.1989  24.3856  -0.0086  -0.0169  -0.0227
Si  25.8089  15.026  24.2845  0.034  -0.0015  -0.017
Si  28.5469  1.3125  24.3443  -0.0221  0.0023  -0.0165
Si  -1.4277  4.0907  24.3635  0.0069  0.0047  -0.0161
Si  28.5383  6.7921  24.3736  0  -0.0153  -0.0053
Si  -1.3579  9.5267  24.324  -0.0038  0.0086  -0.0481
Si  28.4407  12.0714  24.0773  -0.0631  -0.06  -0.0549
Si  -1.4077  14.9209  24.3509  0.0502  0.0535  -0.0078
Si  -0.1634  16.2395  25.8728  -0.0152  0.0057  0.0487
Si  2.5255  2.5871  25.5807  -0.0404  0.0467  -0.0108
Si  -0.0538  5.3623  25.7912  -0.0035  0.0098  0.0321
Si  2.7246  7.9894  25.8142  0.0426  0.0079  0.0192
Si  -0.0677  10.8449  25.8167  0.0046  0.0006  0.0853
Si  2.622  13.5628  25.8087  -0.0108  -0.0166  0.0584
Si  5.3065  16.2166  25.7777  0.0541  -0.0301  0.0382
Si  8.216  2.7166  26.0327  0.0098  0.0252  0.1101
Si  5.498  5.345  25.9675  0.0269  0.0032  0.0371
Si  8.0654  8.1565  25.6857  -0.0384  0.0271  0.0039
Si  5.429  10.7869  25.8802  0.015  -0.0416  0.013
Si  8.0542  13.6786  26.114  -0.041  0.0121  0.0172
Si  10.8968  16.3942  25.9802  -0.0194  0.0058  0.0513
Si  13.6869  2.8291  25.9459  -0.0111  -0.0052  0.0174
Si  10.9701  5.4326  25.7918  0.0064  -0.0194  -0.0192
Si  13.6643  8.194  25.978  0.0066  0.0081  0.0247
Si  10.9446  10.8337  25.9494  0.0321  0.0004  0.0166
Si  13.5968  13.5968  25.9768  -0.0322  -0.0162  0.0941
Si  16.5058  16.3264  25.8908  0.0415  -0.0203  0.0449
Si  19.194  2.8338  25.7791  -0.0088  -0.0416  0.0012
Si  16.4362  5.5391  25.7677  -0.0094  -0.0192  0.0158
Si  19.0664  8.274  25.9247  0.0085  -0.0037  0.0581
Si  16.2776  10.9365  25.9752  -0.0184  0.011  0.0857
Si  19.1086  13.638  26.145  0.0371  0.035  0.0351
Si  21.8547  16.3837  25.7643  -0.028  -0.0087  0.0223
Si  24.4885  2.7984  25.7334  0.0074  0.0543  0.0586
Si  21.7952  5.5821  25.7841  0.0122  0.0332  0.0602
Si  24.4759  8.1952  25.8373  -0.0323  -0.0036  0.0587
Si  21.7991  10.9279  25.8651  -0.0078  -0.0109  0.0556
Si  24.4995  13.6268  25.5982  -0.023  0.0013  0.0339
Si  27.1234  16.3556  25.7148  0.0168  0.0424  0.054
Si  -2.762  2.6991  25.6848  -0.0387  -0.0101  0.0498
Si  27.2055  5.3962  25.7001  -0.016  -0.0164  0.0578
Si  -2.7212  8.1818  25.651  0.0116  0.0006  0.0584
Si  27.2223  10.84  25.6575  0.018  -0.0078  0.0625
Si  -2.8728  13.4145  25.3228  0.0422  0.0163  0.0438
Si  1.4138  15.0707  27.1891  -0.1767  -0.1726  -0.6714
Si  3.574  0.9875  26.8573  0.0104  -0.051  -0.742
Si  1.0783  3.6982  27.0136  -0.0538  0.1292  -0.707
Si  4.353  6.9335  27.2387  -0.1563  -0.1155  -0.7302
Si  1.0526  9.101  26.992  0.0144  0.1899  -0.8101
Si  4.1924  12.3649  27.0659  -0.1471  -0.0976  -0.7859
Si  6.2276  14.754  27.3741  0.4031  0.1636  -0.6695
Si  9.9093  1.7239  27.3641  -0.1975  -0.1842  -0.7989
Si  7.2411  4.413  27.3701  -0.3816  -0.3343  -0.7585
Si  9.3659  6.6887  26.8721  0.1159  0.0232  -0.7175
Si  6.5792  9.1784  27.1957  -0.0174  0.1467  -0.7179
Si  9.7516  12.4261  27.1826  -0.2066  -0.0767  -0.8231
Si  11.9337  14.7107  27.2228  0.201  0.1246  -0.7485
Si  15.4712  1.7219  27.0172  -0.2833  -0.1678  -0.7968
Si  12.1117  4.0229  27.2893  0.2355  0.1087  -0.6413
Si  15.3418  7.0401  27.1697  -0.1634  -0.0447  -0.7726
Si  12.5329  9.7205  27.395  -0.2021  -0.1304  -0.7149
Si  14.6921  12.0337  27.3644  0.1153  0.0978  -0.7785
Si  18.1211  15.424  27.4012  -0.2659  -0.4184  -0.724
Si  20.3905  1.3106  27.085  0.1972  0.2255  -0.7402
Si  17.6506  4.0298  27.059  0.2724  0.2225  -0.7048
Si  20.6878  7.1377  27.1912  -0.1461  -0.1503  -0.8115
Si  17.4366  9.3704  27.2675  0.1709  0.0818  -0.7059
Si  20.8551  12.511  27.344  -0.3957  -0.1929  -0.6879
Si  23.0298  14.7817  26.979  0.148  0.1491  -0.8218
Si  26.0196  1.6548  27.0736  -0.0509  -0.2117  -0.784
Si  23.3901  4.4331  27.0366  -0.1398  -0.1667  -0.8547
Si  25.6651  6.5432  27.006  0.0834  0.2469  -0.8057
Si  22.9036  9.3562  27.2  0.2656  0.1048  -0.7848
Si  26.071  12.478  26.8464  -0.051  -0.1742  -0.7331
Si  28.2835  14.5764  26.644  -0.16  0.1849  -0.7605
Si  -1.274  1.6181  27.1276  -0.0453  -0.2147  -0.6776
Si  28.3043  3.7922  27.0205  0.1053  0.1405  -0.8142
Si  -1.234  7.0059  26.9964  -0.0476  -0.211  -0.7579
Si  28.8135  9.7315  27.0036  -0.2341  -0.1158  -0.741
Si  -1.8009  12.0621  26.8851  0.266  -0.0596  -0.7723
Si  6.8174  10.6834  31.6707  -0.0679  -0.0373  0.0269
Si  17.8633  10.6298  35.7107  0.0783  -0.0523  0.0806
Si  2.0551  6.6741  34.3363  -0.1554  0.0783  0.083
Si  4.3708  16.9042  34.8287  -0.0586  -0.0639  0.0227
Si  27.7514  5.9976  34.0577  -0.0834  0.0642  -0.0404
Si  -2.5411  14.0938  28.9234  0.1053  0.0362  -0.0834
Si  6.9058  7.1258  34.7212  -0.0784  -0.1332  -0.0113
Si  12.2596  1.4981  31.0895  0.0121  0.0358  -0.0114
Si  9.6432  16.6166  35.0224  0.0045  0.0529  0.1117
Si  6.3146  4.5349  33.041  0.0224  0.0312  0.1034
Si  9.9711  6.2276  31.4875  0.0018  -0.1114  -0.021
Si  -0.9142  2.7447  36.51  -0.0963  0.0966  0.2139
Si  14.6125  16.5592  34.8069  -0.0731  0.0218  0.0341
Si  17.2444  15.485  35.4421  0.0512  -0.1059  0.1215
Si  15.981  12.5851  34.5994  0.0216  0.1465  0.0405
Si  12.7341  12.6674  34.6123  -0.0929  -0.0506  -0.0128
Si  23.4797  1.809  31.3113  0.1211  0.049  0.0253
Si  14.094  5.1388  29.377  -0.1109  -0.0112  -0.0648
Si  13.8923  9.0481  33.4128  -0.0482  -0.0492  0.1286
Si  21.5941  3.1766  29.2969  -0.0265  0.0118  -0.1584
Si  15.5172  4.1034  34.2348  -0.0477  0.0078  0.031
Si  21.6764  1.2036  33.8303  -0.018  -0.0035  0.0329
Si  22.8056  0.8882  36.5956  -0.0488  -0.0331  -0.0326
Si  -3.8983  17.0119  34.6174  -0.0343  0.0334  0.0682
Si  24.8362  10.7071  29.1378  -0.0435  -0.0278  -0.178
Si  27.1606  15.8884  30.6121  0.081  0.0462  -0.1406
Si  19.3284  5.3247  29.3825  0.0097  0.027  -0.152
Si  28.6678  7.1931  31.2803  -0.015  -0.0828  0.0172
Si  20.1526  12.2101  30.3685  0.0916  0.0248  -0.0745
Si  21.318  13.2942  32.957  0.0818  0.001  0.0125
Si  24.6499  16.2229  29.2642  0.0141  0.1381  -0.0678
Si  -1.7144  16.0582  36.3385  -0.1353  0.0268  0.1266
Si  -2.9462  12.099  36.8708  0.1718  -0.0328  0.2966
Si  -3.336  2.4034  32.0281  -0.1983  0.0077  -0.1176
Si  1.4336  2.0267  31.3246  0.0469  0.0937  0.0837
Si  1.5875  4.4662  36.0482  -0.0621  0.014  0.1535
Si  25.7892  3.9134  34.2797  -0.0104  0.052  -0.0939
Si  0.3589  11.5722  34.1999  -0.039  -0.0571  0.0801
Si  24.0888  9.2976  36.079  -0.0077  0.0271  0.1079
Si  -0.0056  8.709  33.953  -0.0012  0.0526  0.0418
Si  2.2521  10.9207  29.0481  0.047  0.0769  -0.148
Si  11.2642  10.5017  33.2177  0.0451  0.0671  0.0733
Si  5.8114  12.446  34.0975  0.019  -0.0598  0.0031
Si  0.6008  13.2857  29.6851  0.0047  0.0532  -0.241
Si  15.7498  11.2387  32.0333  0.0239  -0.0332  0.0151
Si  10.6866  8.2305  29.3436  0.0844  0.0136  0.0152
Si  3.0678  4.8874  29.2611  0.0723  -0.0527  -0.1927
Si  3.2092  13.9622  31.2239  0.0479  0.0475  -0.0585
Si  15.2577  13.3423  30.2031  -0.0446  -0.0757  -0.1539
Si  18.0695  10.0042  30.2497  -0.0366  -0.0019  -0.0911
Si  9.3609  1.4827  30.4217  0.0409  0.0358  -0.1482
Si  13.6555  14.2642  36.7073  0.085  0.0088  0.1722
Si  8.3254  3.1373  34.9296  0.0098  0.0291  0.0417
Si  9.2456  15.5144  32.4526  0.0575  0.0229  -0.0895
Si  8.505  14.7603  37.1225  0.042  -0.0163  0.1072
Si  21.1742  8.8035  35.9617  -0.0187  -0.0314  0.0007
Si  8.689  8.6596  33.0565  0.132  0.1323  -0.0703
Si  10.9558  4.7989  34.1714  0.0067  0.0742  0.005
Si  13.6312  8.8795  36.5934  0.0581  0.0507  0.0946
Si  14.7313  1.6587  32.493  -0.0206  0.0313  0.0109
Si  18.0398  14.5826  30.4219  0.0871  0.1878  -0.0383
Si  26.3516  2.237  31.8619  0.1003  0.1998  -0.2288
Si  25.1949  11.7442  34.5522  0.0233  -0.0363  0.0484
Si  18.1225  5.1499  35.6951  -0.0142  0.1072  0.1256
Si  11.252  13.2351  32.0838  0.0616  -0.0053  0.1441
Si  18.6721  7.9009  34.5043  0.0062  0.0103  -0.0137
Si  -2.9801  4.7253  35.9944  -0.1679  0.0754  0.0841
Si  -2.088  9.4043  32.1129  -0.0995  0.0454  0.1405
Si  -1.5658  7.5245  36.1578  0.0652  0.0825  0.0979
Si  1.7002  4.8456  31.9414  -0.1  -0.1241  -0.0083
Si  3.912  2.0975  29.6148  0.0168  0.0347  0.1084
Si  26.9943  8.372  29.126  0.0671  0.0443  -0.1522
Si  26.7334  2.0711  36.2325  0.1225  -0.1357  0.061
Si  3.1672  15.1524  36.8749  0.0066  0.0883  0.0899
Si  27.1011  13.2415  36.2425  0.0385  0.06  -0.0648
Si  6.6417  4.9062  36.6325  0.0714  -0.0996  0.0484
Si  28.4384  13.2285  31.1907  -0.0526  -0.02  -0.055
Si  0.648  14.3295  35.3286  0.007  0.1772  -0.1196
Si  5.2749  15.7727  30.1426  -0.0234  0.0466  -0.1828
Si  2.0008  15.9505  33.1964  0.0264  -0.0555  -0.0277
Si  4.2722  8.2152  35.6908  -0.0773  0.0823  0.1364
Si  -3.3362  9.7701  35.0559  0.0058  -0.0872  -0.009
Si  8.5729  10.4744  29.3547  -0.0001  -0.1255  -0.1922
Si  3.3824  10.7364  34.2018  0.0077  -0.1251  0.1482
Si  7.7556  4.1287  30.4426  0.1269  0.1689  -0.1583
Si  4.0064  10.9549  31.4048  -0.0042  0.1183  -0.0776
Si  -0.9204  3.8644  31.197  0.0302  -0.0203  0.0491
Si  6.7079  12.1799  36.9544  -0.0874  -0.0152  0.1378
Si  14.6263  2.1805  29.6757  0.007  0.0893  0.0512
Si  6.2566  15.3163  33.0547  -0.093  0.0101  -0.0691
Si  13.1147  3.0207  35.335  -0.0853  -0.044  0.0402
Si  11.5849  6.473  36.7731  -0.0397  -0.1456  0.1277
Si  4.3873  3.6309  34.988  0.0693  -0.075  -0.0294
Si  14.9129  6.3659  32.0692  0.1288  0.0282  -0.1446
Si  11.2351  1.6335  37.1078  -0.0218  -0.0559  0.0316
Si  17.9426  7.1351  31.4828  -0.0937  0.0164  0.0782
Si  25.6186  12.0799  31.7257  0.0598  0.095  -0.0217
Si  12.7454  14.9566  30.175  -0.1082  0.0122  -0.062
Si  20.5649  11.8797  35.6149  0.0557  0.1025  -0.0077
Si  -2.8  16.7741  29.7012  -0.0227  -0.0555  -0.1592
Si  19.2985  15.6234  33.0154  -0.0022  0.0949  -0.0444
Si  23.4694  3.9705  36.0778  0.0304  -0.0149  -0.0057
Si  26.8543  8.34  35.8917  0.0807  -0.0025  0.0418
Si  20.67  3.6199  35.6034  0.0262  -0.1897  0.0936
Si  -2.6518  5.3123  29.2163  0.0212  0.0589  -0.1069
Si  -1.5187  12.2302  31.7051  0.0368  -0.016  -0.0086
Si  24.1877  14.1472  33.3117  0.0075  -0.0318  -0.0101
Si  26.1154  15.8629  34.8615  0.039  -0.0939  -0.0157
Si  1.3642  14.9403  5.4922  -0.0005  0.0241  -0.002
Si  4.0829  1.3231  5.5282  -0.0094  0.0036  -0.0137
Si  1.3613  4.0661  5.4713  0.0264  0.029  -0.0146
Si  4.1061  6.7644  5.5607  0.0004  0.0011  0.019
Si  1.3418  9.4744  5.4956  -0.0125  -0.002  -0.0037
Si  4.1001  12.2102  5.5422  0.0034  0.0229  -0.0096
Si  6.8099  14.9451  5.5857  -0.0069  0.0194  0.0061
Si  9.5348  1.3803  5.5999  0.0107  0.0186  -0.0123
Si  6.7732  4.087  5.6057  -0.0018  0.0115  0.0077
Si  9.5083  6.8603  5.5644  -0.0157  -0.0038  -0.0221
Si  6.8668  9.5029  5.5035  -0.0056  -0.0205  0.0058
Si  9.5224  12.2104  5.526  0.0191  -0.0197  -0.0085
Si  12.2329  14.9091  5.5988  -0.0149  -0.0194  0.0061
Si  14.989  1.3831  5.5839  -0.0257  0.0016  -0.0062
Si  12.2635  4.1497  5.5429  0.012  0.0015  0.0053
Si  14.9435  6.8389  5.4584  -0.015  -0.0133  -0.0119
Si  12.2619  9.5751  5.5058  0.0121  0.0015  -0.019
Si  14.9714  12.2367  5.4716  -0.0045  -0.0033  -0.0026
Si  17.6814  14.9689  5.4573  -0.0191  -0.0189  -0.0059
Si  20.4056  1.3699  5.3776  0.006  -0.0102  -0.0008
Si  17.6947  4.1307  5.4697  -0.024  -0.0243  -0.0121
Si  20.4058  6.8341  5.3788  -0.0081  -0.0117  -0.0076
Si  17.6986  9.503  5.4446  0.002  -0.0088  -0.0094
Si  20.4539  12.225  5.3909  0.025  -0.0206  -0.0062
Si  23.1449  14.9704  5.3018  0.0061  -0.0265  -0.0168
Si  25.8298  1.3232  5.2759  0.0276  -0.0042  -0.0197
Si  23.1284  4.08  5.3134  -0.0113  -0.0039  -0.0028
Si  25.8225  6.7803  5.281  0.0106  -0.0191  -0.0151
Si  23.0801  9.5641  5.2939  -0.0112  0.0043  -0.0127
Si  25.7847  12.2766  5.2693  -0.0021  0.0089  -0.0107
Si  28.4976  14.9581  5.2564  -0.0095  0.0201  -0.0284
Si  31.214  1.3494  5.3882  0.0209  0.0079  -0.0129
Si  28.504  4.0548  5.3332  0.0215  0.023  -0.0118
Si  31.2758  6.7595  5.4217  0.0171  0.0031  0.0126
Si  28.4975  9.5231  5.3521  0.0022  0.0219  -0.011
Si  31.2445  12.2089  5.4088  -0.0053  0.0233  -0.0039
Si  2.6982  16.303  6.8662  -0.0045  0.0107  -0.0047
Si  5.4264  2.6849  6.9089  0.0218  -0.02  -0.0099
Si  2.7077  5.4082  6.8677  0.0031  0.0037  -0.0065
Si  5.4709  8.1626  6.8653  -0.0129  -0.0043  -0.0139
Si  2.7121  10.8419  6.8501  0.0016  -0.0267  -0.0058
Si  5.4414  13.5764  6.9066  0.0088  -0.007  0.0055
Si  8.1574  16.3321  6.9234  -0.0283  0.0053  -0.0075
Si  10.9209  2.7512  6.899  0.026  -0.0263  -0.0169
Si  8.1581  5.4705  6.9065  -0.0142  0.003  -0.0055
Si  10.9013  8.2119  6.8782  -0.0057  0.0061  -0.0034
Si  8.1949  10.8478  6.8949  0.0193  -0.0194  -0.0069
Si  10.8609  13.563  6.9185  0.0012  0.0254  -0.0007
Si  13.6048  16.3223  6.894  -0.002  0.013  -0.0145
Si  16.365  2.7658  6.8675  -0.0077  -0.0062  0.002
Si  13.6258  5.4954  6.8783  -0.0123  -0.0058  -0.0024
Si  16.3218  8.1768  6.8168  -0.0057  0.0352  -0.0081
Si  13.623  10.9059  6.8677  -0.0133  0.0042  -0.0043
Si  16.329  13.6076  6.8206  0.0037  0.0037  -0.0038
Si  19.0585  16.3415  6.7766  -0.0031  0.021  -0.0084
Si  21.7715  2.7387  6.7165  -0.0007  0.0128  -0.0036
Si  19.072  5.4816  6.7884  0.0094  0.0062  0.0019
Si  21.7562  8.2097  6.717  -0.0188  0.019  0.0007
Si  19.0748  10.8798  6.7667  0.0214  -0.0139  -0.0069
Si  21.7972  13.6202  6.7143  -0.0063  -0.0022  0.0048
Si  24.4836  16.3181  6.6875  -0.0008  -0.0054  0.0041
Si  27.1648  2.6818  6.6868  0.0139  -0.0132  0.0092
Si  24.478  5.438  6.6849  0.0101  -0.0089  0.0062
Si  27.1559  8.1372  6.6939  0.0044  0.0015  -0.003
Si  24.4531  10.9066  6.6659  -0.0123  0.0139  0.0046
Si  27.1626  13.6053  6.6591  0.0069  -0.0188  0.0034
Si  29.8437  16.2913  6.7035  -0.0039  0.0241  -0.0074
Si  -0.0327  2.6858  6.7728  -0.0103  -0.0269  -0.0155
Si  29.8778  5.3982  6.7296  0.0006  -0.0069  -0.0075
Si  -0.0372  8.1223  6.8202  0.0084  -0.005  0.0003
Si  29.8752  10.8503  6.7453  0.0082  -0.0237  0.0029
Si  -0.0334  13.5672  6.7889  -0.0093  -0.004  -0.0089
Si  1.3175  1.3492  8.1767  0.0033  -0.0113  0.0056
Si  4.0579  4.0546  8.2327  -0.0342  -0.0279  0.0091
Si  1.3424  6.7868  8.1879  0.0109  0.0174  0.0011
Si  4.0865  9.5056  8.2116  0.0098  0.014  0.0015
Si  1.3323  12.2198  8.1671  -0.0032  -0.0032  -0.0023
Si  4.0681  14.9495  8.2251  0.0098  0.0138  0.0036
Si  6.7962  1.3555  8.2708  -0.0035  0.0047  0.0093
Si  9.5332  4.0996  8.2376  -0.0033  -0.0072  0.0044
Si  6.8016  6.8133  8.2554  0.014  0.0106  0.0137
Si  9.5489  9.525  8.2673  -0.0015  0.0158  0.0165
Si  6.8168  12.2155  8.2348  -0.0121  0.003  0.0037
Si  9.5206  14.9569  8.2545  0.0221  0.0013  -0.0026
Si  12.2585  1.3712  8.2473  -0.0069  0.0127  0.0106
Si  14.9795  4.1085  8.2131  -0.0127  -0.0093  -0.0003
Si  12.2534  6.838  8.2285  0.0178  -0.0056  0.0001
Si  14.9802  9.5313  8.2002  -0.0024  -0.0062  0.0014
Si  12.2548  12.2319  8.2471  -0.0134  -0.0134  0.0121
Si  14.9829  14.96  8.2102  0.0036  -0.0173  0.0031
Si  17.7203  1.3748  8.1764  0.0153  0.0114  0.0015
Si  20.4251  4.0916  8.1148  -0.0026  -0.0091  -0.0047
Si  17.6916  6.815  8.1593  -0.0111  -0.0213  0.0008
Si  20.4118  9.5265  8.1338  -0.0036  -0.0066  0.0039
Si  17.707  12.2376  8.1425  -0.0133  0.0002  -0.0059
Si  20.4231  14.9609  8.1014  -0.0035  -0.0074  0.0024
Si  23.124  1.3597  8.0663  -0.0058  -0.0075  -0.0003
Si  25.8207  4.0642  8.056  -0.0054  0.0014  0.0003
Si  23.1199  6.814  8.0542  0.0022  -0.0039  -0.0141
Si  25.8043  9.5257  8.0425  0.0062  -0.0058  -0.0109
Si  23.1263  12.2478  8.0826  -0.0004  -0.0013  0.0071
Si  25.8298  14.9564  8.0607  0.0089  0.0254  0.0082
Si  28.5209  1.3443  8.0809  0.0008  0.0008  0.0087
Si  31.2468  4.0596  8.1152  0.0053  0.019  0.0003
Si  28.5262  6.7865  8.074  0.0038  0.013  -0.0018
Si  31.2328  9.5037  8.1345  -0.0068  -0.0106  0.0043
Si  28.514  12.2458  8.0628  0.0158  0.0099  -0.0117
Si  31.2272  14.9522  8.0982  0.0045  0.0018  -0.0104
Si  -0.048  16.2911  9.496  -0.0077  0.0173  0.0018
Si  2.6869  2.6918  9.5564  -0.0039  0.0051  0.0057
Si  -0.0336  5.4118  9.503  0.0045  -0.0062  -0.0006
Si  2.714  8.1399  9.5464  -0.0042  -0.0131  0.0033
Si  -0.0325  10.8536  9.5039  -0.0003  -0.01  0.0035
Si  2.6953  13.5745  9.5432  -0.0043  0.0009  -0.0005
Si  5.4291  16.3013  9.5925  -0.0006  0.003  0.0119
Si  8.1736  2.7296  9.5923  -0.0016  -0.0112  0.0024
Si  5.4322  5.4272  9.575  0.0023  0.004  -0.0078
Si  8.1746  8.1619  9.6038  0.0034  -0.0086  0.0032
Si  5.4429  10.864  9.5771  -0.0017  -0.0162  0.0038
Si  8.1627  13.5884  9.596  -0.0021  0  0.0001
Si  10.8895  16.326  9.5914  0.0001  0.01  0.0045
Si  13.6241  2.7423  9.5763  0.0084  -0.0096  0.0058
Si  10.8977  5.4615  9.5832  0.0042  0.0003  -0.0036
Si  13.6212  8.1845  9.5765  -0.0119  0.0156  0.0101
Si  10.9029  10.8843  9.6137  0.0084  -0.0146  0.017
Si  13.6165  13.6111  9.5745  -0.0093  0.0154  0.0033
Si  16.3467  16.3389  9.5375  -0.002  0.0041  -0.0007
Si  19.0726  2.7457  9.5093  0.0068  -0.007  0.0108
Si  16.3439  5.4667  9.549  0.0035  -0.0003  0.0045
Si  19.048  8.1786  9.5063  0.001  0.0227  0.0033
Si  16.3456  10.8984  9.5328  0.0003  -0.0018  -0.0003
Si  19.0595  13.6144  9.4863  0.0048  0.0062  -0.0052
Si  21.7697  16.332  9.4566  -0.0027  0.0103  -0.0003
Si  24.4684  2.7196  9.4403  0.0021  0.0053  0.0063
Si  21.775  5.4644  9.457  -0.0066  0.0025  0.0009
Si  24.4649  8.1697  9.432  -0.0059  0.01  -0.0009
Si  21.7683  10.9004  9.4693  -0.0064  0.0095  0.0016
Si  24.4783  13.6061  9.4442  0.0046  -0.0155  0.0058
Si  27.1727  16.3085  9.4481  0.0057  -0.0035  0.0114
Si  29.8868  2.6944  9.4609  0.0111  -0.0236  0.0027
Si  27.1735  5.4233  9.435  0.0103  -0.0106  0.0019
Si  29.8763  8.1341  9.4703  0.0075  -0.0006  0.0093
Si  27.1663  10.8745  9.425  0.0027  0.0013  0.0025
Si  29.8793  13.5837  9.4543  -0.009  -0.0046  0.0002
Si  1.3287  14.9474  10.8726  -0.0105  -0.0028  -0.0028
Si  4.0624  1.3489  10.9217  -0.0097  -0.0083  0.0043
Si  1.3311  4.0692  10.8847  0.001  -0.0055  0.004
Si  4.0725  6.7893  10.9184  -0.0077  0.0042  0.0068
Si  1.3418  9.5088  10.8762  0.009  0.0152  0.0002
Si  4.071  12.23  10.9102  0.0058  0.0069  0
Si  6.8  14.9484  10.9442  -0.0112  0.0017  0.0009
Si  9.5302  1.3648  10.9463  -0.0007  0.0008  0.0074
Si  6.8033  4.0819  10.9382  0.0058  0.0029  0.0053
Si  9.5356  6.8024  10.9524  -0.0105  0.0023  0.01
Si  6.8059  9.5181  10.9447  0.0058  0.0044  0.0103
Si  9.5329  12.2439  10.9541  0.0145  0.0036  0.0028
Si  12.2563  14.9673  10.9366  0.0069  0.0023  0.008
Si  14.9842  1.3697  10.9118  -0.0022  0.0057  0.006
Si  12.256  4.0947  10.9347  -0.0024  -0.0118  -0.0014
Si  14.9784  6.8139  10.9186  -0.0043  -0.0071  -0.0036
Si  12.2629  9.5236  10.9536  -0.0047  0.0013  0.0142
Si  14.9802  12.2445  10.9104  0.0008  -0.0014  -0.0016
Si  17.7016  14.9645  10.8737  0  -0.0018  -0.0021
Si  20.4183  1.3646  10.8469  -0.0005  0.0045  0.0003
Si  17.7008  4.09  10.8833  -0.0032  -0.0091  -0.0001
Si  20.4081  6.8051  10.843  -0.0075  -0.0179  -0.0028
Si  17.6925  9.5301  10.8844  -0.0012  -0.0097  0.0047
Si  20.4064  12.2494  10.8453  0.0023  -0.014  0.0043
Si  23.1176  14.9633  10.816  0.001  -0.0043  -0.003
Si  25.82  1.3568  10.8093  0.0019  -0.0069  -0.0005
Si  23.1184  4.0861  10.8142  0.0021  -0.0034  -0.0071
Si  25.8206  6.7991  10.7955  0.0038  -0.0017  -0.0116
Si  23.1161  9.5231  10.8185  -0.0048  -0.0048  0
Si  25.8246  12.2355  10.8066  -0.0015  0.0055  -0.0018
Si  28.532  14.9499  10.8179  0.0072  0.0143  0.0002
Si  31.2461  1.3466  10.8444  0.001  0.0007  0.0038
Si  28.5331  4.0697  10.8118  0.0077  0.0129  -0.0023
Si  31.2495  6.7874  10.8416  -0.0049  0.0059  -0.0021
Si  28.5233  9.5179  10.8083  0.0044  -0.0044  -0.007
Si  31.2457  12.2327  10.8355  0.0052  0.0072  -0.0028
Si  2.6992  16.2944  12.2494  0.0068  0.0051  0.0025
Si  5.439  2.7069  12.2754  -0.0089  -0.0058  -0.0038
Si  2.7068  5.4178  12.2499  -0.0045  -0.0053  -0.0007
Si  5.4425  8.1445  12.2805  0.0063  -0.0085  -0.0007
Si  2.7095  10.859  12.248  -0.0062  -0.0088  -0.0013
Si  5.4362  13.5813  12.2811  -0.0007  0.0022  0.0038
Si  8.1673  16.3158  12.2934  0.0032  0.0001  -0.0007
Si  10.8958  2.7294  12.2943  -0.0003  0.0006  -0.0012
Si  8.1695  5.4375  12.2982  0.0064  -0.0018  -0.0013
Si  10.8971  8.1629  12.3056  0.0113  -0.0043  0.0015
Si  8.1712  10.8764  12.3004  -0.0095  0.0011  -0.0017
Si  10.8962  13.6093  12.2992  -0.0086  0.0013  -0.0005
Si  13.6176  16.3363  12.2785  -0.0009  0.0015  -0.0022
Si  16.3379  2.7388  12.2577  0.0072  -0.0023  -0.0009
Si  13.6172  5.4561  12.2853  0.0007  0.0021  0.0017
Si  16.3326  8.1817  12.2633  -0.0037  0.0091  0.0024
Si  13.6214  10.8963  12.2895  -0.0053  -0.0081  0.0028
Si  16.3346  13.6186  12.2506  -0.0035  0.0039  -0.0023
Si  19.0503  16.3378  12.2222  0.0071  0.0079  0.0019
Si  21.7626  2.7366  12.1972  -0.003  -0.0034  0.0033
Si  19.0513  5.4593  12.2285  0.0022  0.001  0.0017
Si  21.7567  8.174  12.1951  -0.0023  0.0109  0.0025
Si  19.0469  10.9004  12.2257  -0.0058  0.0107  0.0015
Si  21.7572  13.6164  12.1967  -0.0028  0.0094  -0.002
Si  24.4659  16.3231  12.1811  -0.0039  0.0086  0.0016
Si  27.1786  2.712  12.1761  -0.0005  -0.0052  0.0005
Si  24.4696  5.4469  12.1748  -0.0013  0.0029  0.0019
Si  27.1732  8.155  12.1698  0.0008  0.004  0.0013
Si  24.4671  10.8849  12.1791  0.0084  0.0009  0.0008
Si  27.178  13.5895  12.1789  0.0097  -0.0088  0.0007
Si  29.8924  16.2995  12.1929  0.0002  -0.0049  0.0001
Si  -0.0253  2.6952  12.2193  -0.001  -0.0041  0.0009
Si  29.8939  5.4212  12.1877  0.0062  -0.0083  0.002
Si  -0.0204  8.137  12.2132  0.0049  -0.0109  -0.0006
Si  29.8905  10.8643  12.1842  -0.0026  -0.0033  0.0014
Si  -0.0268  13.5773  12.2156  -0.0022  -0.0048  0.0049
Si  1.3447  1.3461  13.5901  -0.0027  0.002  0.0021
Si  4.0769  4.0691  13.6191  0.0013  0.0072  0.003
Si  1.3479  6.7876  13.586  0.0058  0.0055  0.0032
Si  4.0792  9.511  13.6193  -0.0043  0.0066  0.0018
Si  1.3467  12.2279  13.5854  0.0045  0.0076  0
Si  4.0739  14.9495  13.6185  -0.0051  -0.0061  0.0029
Si  6.805  1.3558  13.6433  -0.0046  0.0003  0.0024
Si  9.5332  4.0815  13.6568  -0.0095  -0.0013  0.0037
Si  6.8084  6.7963  13.6493  -0.0031  0.005  0.0068
Si  9.5343  9.5211  13.6599  0.0011  -0.0017  0.0017
Si  6.8074  12.2349  13.6472  0.0048  -0.0047  0.0017
Si  9.5329  14.9641  13.6556  0.0076  -0.0007  0.0032
Si  12.2561  1.3674  13.6479  0.0043  0.0027  0.0024
Si  14.9745  4.088  13.6323  -0.0027  -0.009  -0.0008
Si  12.2564  6.8036  13.6588  -0.0084  -0.0004  0.0049
Si  14.9722  9.5298  13.6398  0.0011  -0.0024  0.0034
Si  12.2553  12.2486  13.653  0.0042  0.0048  0.0007
Si  14.9734  14.9701  13.6264  -0.0031  0.0005  -0.0005
Si  17.6899  1.3684  13.6033  -0.0072  -0.0017  0.0012
Si  20.4  4.0862  13.5752  -0.0026  -0.008  -0.0015
Si  17.6876  6.8088  13.6047  0.003  -0.0071  -0.0004
Si  20.397  9.527  13.571  0.0004  -0.0107  0.0004
Si  17.6836  12.2508  13.6007  -0.001  -0.0057  -0.0033
Si  20.3972  14.9689  13.574  0  -0.0021  -0.0009
Si  23.1089  1.3637  13.5489  0.0024  0.0034  -0.0031
Si  25.8223  4.0795  13.534  0.0079  0.0005  -0.002
Si  23.1094  6.8032  13.5458  -0.0007  -0.0116  -0.0058
Si  25.8208  9.5183  13.5359  -0.0038  -0.0019  -0.0061
Si  23.1077  12.2443  13.5468  -0.0011  -0.0089  -0.0052
Si  25.8191  14.9545  13.5373  0.0007  0.0006  -0.005
Si  28.5364  1.349  13.5402  0.0115  -0.0052  -0.0034
Si  -1.3805  4.0692  13.5579  -0.0052  -0.0006  0.0008
Si  28.5375  6.7953  13.5321  0.0012  0.003  -0.0071
Si  -1.3802  9.5103  13.5525  0.0014  0.0091  -0.0044
Si  28.5375  12.2296  13.5429  0.0004  0.0082  -0.0013
Si  -1.3817  14.947  13.563  -0.0026  0.0123  -0.0011
Si  -0.0115  16.2952  14.9316  0.0071  -0.004  0.0044
Si  2.718  2.6946  14.9582  0.0047  -0.0074  -0.0029
Si  -0.0098  5.4168  14.9262  -0.0011  -0.0056  0.001
Si  2.7205  8.1339  14.955  -0.0043  -0.0077  -0.0013
Si  -0.0109  10.8553  14.9256  0.0009  -0.006  0.0006
Si  2.7175  13.5753  14.9571  0.0008  -0.0011  0.0016
Si  5.4451  16.3019  14.9856  -0.0032  -0.0004  -0.0031
Si  8.1717  2.7137  15.0068  0.0079  -0.0012  -0.0003
Si  5.4467  5.4199  14.9872  -0.0031  -0.009  -0.0013
Si  8.1742  8.1546  15.0121  0  0.0004  -0.0026
Si  5.4489  10.8621  14.9885  0.003  -0.0028  -0.0038
Si  8.1752  13.5935  15.0067  -0.0067  0.0036  -0.0004
Si  10.895  16.3267  15.0114  -0.0027  -0.0005  -0.0014
Si  13.6145  2.7309  15.003  -0.0038  0.0011  0.0006
Si  10.8944  5.4419  15.0183  0.0061  -0.0005  -0.0006
Si  13.6107  8.1749  15.0101  0.0009  0.0002  0.0015
Si  10.8949  10.8864  15.015  -0.0036  -0.0045  -0.0026
Si  13.6117  13.6196  15.0008  -0.0007  0.0001  -0.0002
Si  16.3247  16.3398  14.978  0.0004  0.0007  -0.0021
Si  19.0388  2.7395  14.9545  0.0047  0.0056  -0.0001
Si  16.3282  5.4574  14.9821  -0.0033  0.0052  -0.0009
Si  19.0376  8.1803  14.9513  -0.0035  0.0062  0.0017
Si  16.3253  10.9037  14.9821  -0.0042  0.0041  0
Si  19.0299  13.6235  14.9483  -0.0049  -0.004  -0.0025
Si  21.7473  16.337  14.9245  0.0007  0.0122  -0.002
Si  24.461  2.7274  14.901  -0.0062  -0.0104  -0.0023
Si  21.7507  5.4557  14.923  -0.0016  0.0062  0.0008
Si  24.4605  8.1677  14.9006  0.0036  0.0084  0.0017
Si  21.7456  10.897  14.9193  0.0003  0.0088  -0.0006
Si  24.4586  13.6048  14.906  0.0038  0.0045  -0.0017
Si  27.1773  16.3108  14.897  -0.0008  0.0014  -0.0027
Si  29.9048  2.6996  14.901  -0.0058  0.0024  -0.0019
Si  27.183  5.4368  14.8911  0.0064  0.0047  0.0024
Si  29.9008  8.1453  14.9  -0.0004  -0.0112  -0.0022
Si  27.1777  10.8724  14.9009  0.006  -0.0042  0.0031
Si  29.9  13.5807  14.9101  0.0053  -0.0066  0.003
Si  1.3577  14.9411  16.2983  0.0089  0.0023  -0.0048
Si  4.0843  1.3438  16.332  -0.0022  0.0027  0.006
Si  1.3572  4.0637  16.2963  -0.0001  0.007  0.0028
Si  4.0867  6.7843  16.3301  -0.0012  0.0062  0
Si  1.3582  9.4992  16.2921  0.0058  0.0063  -0.001
Si  4.0893  12.2291  16.3292  -0.0066  0.0026  0.0006
Si  6.8129  14.9516  16.3569  0.0096  -0.0046  0.0072
Si  9.5337  1.3602  16.374  -0.0054  0.0063  0.007
Si  6.8104  4.0711  16.3624  -0.0093  0.0071  0.0006
Si  9.5357  6.8013  16.3802  -0.0054  0.0032  0.0038
Si  6.8136  9.5156  16.3641  -0.0039  -0.0005  0.004
Si  9.5359  12.2421  16.3789  0.0079  -0.0023  0.0015
Si  12.2538  14.971  16.3757  -0.0005  0.0002  0.0025
Si  14.9687  1.368  16.3612  -0.0014  0.001  0.0018
Si  12.2546  4.0805  16.3757  -0.0033  -0.0035  0.0052
Si  14.9695  6.8093  16.359  0.005  -0.0043  0.0026
Si  12.2515  9.5314  16.3801  -0.0008  -0.0017  0.0032
Si  14.9654  12.258  16.3561  -0.0021  -0.0005  0.0028
Si  17.6725  14.9737  16.3313  -0.0085  0.0041  0.0008
Si  20.3894  1.3694  16.302  -0.0031  -0.0041  0.0028
Si  17.6811  4.0918  16.3357  -0.0058  -0.0054  0.0007
Si  20.3912  6.8104  16.2974  0.0096  -0.008  -0.0039
Si  17.679  9.535  16.3269  0.0073  -0.0095  -0.0019
Si  20.3815  12.2521  16.2882  -0.0039  -0.0005  -0.0095
Si  23.0981  14.9652  16.2706  -0.0034  -0.0045  -0.0003
Si  25.8147  1.3561  16.247  0.0052  0.0053  -0.0069
Si  23.1018  4.0839  16.2694  0.0106  -0.0031  -0.0058
Si  25.8235  6.8018  16.2446  -0.0044  -0.012  -0.0079
Si  23.098  9.5265  16.2646  -0.0033  -0.0085  -0.0045
Si  25.8136  12.2354  16.2559  0.0001  0.001  -0.0063
Si  28.5345  14.9461  16.2548  -0.0027  0.0079  -0.005
Si  -1.3695  1.3487  16.2687  -0.0058  -0.0005  -0.0059
Si  28.5452  4.068  16.2406  0.0155  -0.0131  -0.0058
Si  -1.3723  6.7881  16.2607  -0.0059  0.0113  -0.0008
Si  28.5424  9.5084  16.2532  0.0026  0.0056  -0.0055
Si  -1.3707  12.2229  16.2692  -0.0053  0.0045  -0.0021
Si  2.7257  16.2867  17.6717  -0.0022  -0.0073  -0.0044
Si  5.4521  2.6922  17.7057  0.0022  -0.0013  -0.0042
Si  2.7243  5.4112  17.6685  0.0072  -0.0078  -0.0059
Si  5.4582  8.1309  17.7017  -0.005  -0.0014  -0.0063
Si  2.7346  10.8427  17.6573  -0.0031  -0.0008  -0.0068
Si  5.4548  13.5806  17.7053  -0.0002  0.002  -0.0058
Si  8.1759  16.3083  17.7267  0.0004  0.0005  -0.0074
Si  10.897  2.7158  17.7415  -0.0068  -0.0007  -0.003
Si  8.1749  5.4297  17.7311  0.0091  -0.005  -0.0048
Si  10.8919  8.1696  17.7452  0.001  0  -0.0047
Si  8.1726  10.8782  17.7351  0.0001  -0.0077  -0.0083
Si  10.8981  13.6062  17.7416  -0.0038  0.0061  -0.0019
Si  13.6098  16.3345  17.7396  -0.0013  -0.0033  -0.0047
Si  16.3254  2.7359  17.7146  -0.0035  0.0007  -0.002
Si  13.6137  5.4482  17.7297  -0.0074  0.0006  -0.0091
Si  16.3234  8.1861  17.7057  -0.0035  0.0035  -0.0012
Si  13.6079  10.907  17.732  0.0044  0.0062  -0.0064
Si  16.311  13.6291  17.7145  -0.0013  -0.0085  -0.0038
Si  19.0261  16.3428  17.6786  0.001  0.0027  -0.0046
Si  21.743  2.7389  17.648  -0.0009  0.0019  -0.0005
Si  19.0359  5.4662  17.6812  -0.0031  0.0079  -0.0028
Si  21.7393  8.1854  17.6424  -0.0025  0.0055  0.0061
Si  19.0279  10.9095  17.6721  0.0019  0.01  -0.0025
Si  21.7247  13.6224  17.6362  -0.0031  -0.0082  -0.0069
Si  24.4583  16.3266  17.6165  -0.0015  0.0154  -0.0065
Si  27.1748  2.7191  17.5891  -0.0037  -0.0047  -0.0086
Si  24.4617  5.4542  17.6051  0.003  0.0061  -0.0006
Si  27.1804  8.1517  17.6062  0.0081  0.0005  0.002
Si  24.446  10.8884  17.618  0.0052  0.0032  0.0045
Si  27.172  13.5893  17.6131  0.0041  -0.0037  0.0004
Si  29.9023  16.3044  17.6017  0.0107  -0.0002  -0.0021
Si  0.0008  2.6927  17.6397  0.0095  0.0036  0.0036
Si  29.9154  5.4115  17.5987  -0.0162  0  -0.0112
Si  -0.0064  8.1324  17.6317  -0.0022  -0.0189  -0.003
Si  29.9082  10.8577  17.6136  0.0062  -0.0008  -0.0033
Si  0.0004  13.5668  17.6349  0.0035  0.0026  -0.0016
Si  1.3621  1.3319  19.0082  0.0164  -0.0075  -0.0022
Si  4.0869  4.0579  19.0437  -0.0117  0.0064  -0.0041
Si  1.3527  6.7744  19.0012  -0.0148  0.02  -0.0066
Si  4.095  9.4934  19.0384  0.0096  0  -0.0042
Si  1.3709  12.2013  18.9917  0.0087  -0.0055  -0.0068
Si  4.091  14.9397  19.0516  -0.0045  0.0069  -0.0003
Si  6.8088  1.3349  19.0856  0.0011  0.0018  0.0021
Si  9.5318  4.0699  19.0997  -0.0019  0.0124  0.0017
Si  6.8193  6.7901  19.0905  -0.0069  0.003  0.0075
Si  9.5322  9.531  19.1122  -0.0077  0.0043  0.0002
Si  6.8126  12.238  19.0941  -0.0076  0.0062  0.0047
Si  9.5387  14.963  19.1048  0.0046  -0.0051  -0.0072
Si  12.2536  1.3636  19.1184  -0.0046  0.0077  0.0001
Si  14.9714  4.0896  19.0925  0.0044  -0.0005  0.0005
Si  12.2575  6.8058  19.0974  0.0059  -0.0062  0
Si  14.9724  9.5492  19.0799  -0.0021  -0.0024  -0.0016
Si  12.2611  12.2628  19.1184  0.0022  -0.0081  0.0023
Si  14.9587  14.9754  19.1099  -0.0065  0.0078  -0.0017
Si  17.6798  1.3702  19.0707  -0.0004  -0.0011  0.0058
Si  20.3875  4.0933  19.0271  0.0121  0.0015  0.0013
Si  17.6883  6.8327  19.0581  0.0003  -0.006  -0.0019
Si  20.3829  9.546  19.0178  0.0038  -0.009  -0.0062
Si  17.6759  12.2652  19.0523  0.0001  -0.0094  -0.0136
Si  20.3754  14.9736  19.0237  -0.0053  0.0038  0.0024
Si  23.1052  1.3677  18.9827  0.0097  -0.0153  0.0004
Si  25.8234  4.0885  18.9421  0.0015  -0.0047  -0.0092
Si  23.1057  6.8127  18.9684  0.0143  -0.017  -0.0167
Si  25.8092  9.5161  18.9518  -0.0067  0.0016  -0.0026
Si  23.0682  12.2456  18.9722  -0.0139  0.0214  -0.0081
Si  25.8042  14.9512  18.9637  0.0122  -0.0067  -0.0004
Si  28.5309  1.3529  18.9311  -0.0097  0.0117  -0.0121
Si  -1.3598  4.0675  18.9725  -0.005  -0.003  -0.0031
Si  28.5459  6.7662  18.9347  0.0275  -0.0146  -0.011
Si  -1.3657  9.4999  18.9724  -0.0165  0.0155  0.0033
Si  28.5388  12.2186  18.9539  0.0058  -0.0005  -0.0067
Si  -1.3725  14.9439  18.9528  -0.0153  -0.0018  -0.0118
Si  -0.021  16.2842  20.3277  -0.0003  -0.0043  0.0069
Si  2.7312  2.6758  20.3826  -0.0014  -0.0037  0.0028
Si  0.0089  5.4007  20.3569  0.0103  0.0008  0.0128
Si  2.7165  8.1249  20.3621  0.0028  -0.0141  -0.0059
Si  0.0118  10.8405  20.3375  0.009  -0.0094  0.012
Si  2.7365  13.5368  20.3652  0.0016  -0.004  -0.0027
Si  5.4393  16.2938  20.4447  -0.0007  -0.0179  0.0009
Si  8.1801  2.6834  20.4514  -0.0004  0.0051  -0.0131
Si  5.4541  5.401  20.4191  -0.0002  -0.0052  -0.0039
Si  8.1759  8.1572  20.4705  0.0135  -0.006  0.003
Si  5.4567  10.837  20.4225  -0.0208  -0.0055  0.0019
Si  8.1657  13.616  20.4643  0.0057  -0.0056  -0.0102
Si  10.9045  16.307  20.4874  -0.0122  -0.0011  -0.0025
Si  13.6188  2.7309  20.4746  0.0042  -0.0077  0.0053
Si  10.897  5.4373  20.4563  -0.0102  -0.0043  -0.0048
Si  13.6181  8.1875  20.4412  -0.0032  0.0045  -0.0029
Si  10.8866  10.9104  20.4737  0.0057  -0.0024  -0.0024
Si  13.6082  13.6264  20.5075  -0.0004  -0.0035  0.0079
Si  16.3286  16.3362  20.4589  0.0009  0.0064  -0.0065
Si  19.0425  2.7395  20.4161  -0.0144  -0.0028  0.0032
Si  16.3413  5.4696  20.425  -0.0066  0.0079  -0.004
Si  19.0295  8.2211  20.4119  -0.0007  0.0101  0.0068
Si  16.3264  10.9237  20.4362  -0.0038  0.0059  -0.0019
Si  19.0204  13.6286  20.412  0.0064  0.0112  0
Si  21.7443  16.341  20.3534  -0.001  0.0084  -0.0013
Si  24.4688  2.7476  20.3048  0.009  0.02  0.0022
Si  21.7523  5.4789  20.3464  0.0053  0.0124  0.0089
Si  24.4517  8.1726  20.3218  -0.0068  -0.001  0.0114
Si  21.7225  10.9151  20.373  0.0047  0.0088  0.0082
Si  24.4111  13.61  20.3115  0.0027  -0.0096  0.0047
Si  27.1823  16.3139  20.2872  -0.0055  0.0089  0.0093
Si  29.8817  2.7132  20.2803  0.0005  -0.0198  -0.0001
Si  27.1789  5.4356  20.3023  -0.0004  0.0006  0.007
Si  29.9175  8.1  20.2821  -0.0183  -0.0037  -0.0002
Si  27.1704  10.8625  20.3014  0.014  0.0058  0.0216
Si  29.9115  13.5765  20.29  0.0028  0.0117  0.0019
O  2.534  16.2247  27.5412  -0.124  -0.0002  0.541
O  22.736  8.5223  35.6629  0.0882  -0.6395  -0.2134
O  2.731  10.5348  30.527  -0.2001  -0.4806  0.3677
O  2.3836  1.7452  30.0423  -0.2885  -0.2367  -0.0815
O  0.191  12.788  35.2239  -0.4566  -0.1736  0.4714
O  27.6971  9.5731  35.2514  -0.3627  0.4998  -0.3021
O  3.8132  6.1496  28.5745  -0.218  -0.0595  0.5043
O  0.7037  11.4727  38.4558  0.175  -0.0386  -0.6974
O  -3.3048  14.9854  27.8031  0.1151  0.4064  0.1673
O  26.5716  3.5582  35.6304  0.1562  0.5104  0.4108
O  28.2209  16.5693  29.5876  -0.371  0.176  -0.3375
O  6.2233  15.5326  28.8325  0.1692  0.3376  0.2584
O  8.3222  5.6191  27.4998  0.0626  0.0097  0.2292
O  10.0271  7.5289  28.0706  0.0892  0.2556  -0.0021
O  11.3318  11.9401  38.4064  -0.0061  0.0372  -0.1914
O  10.8339  13.5661  27.6287  0.1547  0.1625  0.4391
O  10.1719  16.3022  33.526  0.5934  0.011  -0.2288
O  19.484  4.5533  35.0782  0.2141  0.228  -0.6527
O  14.8901  8.279  37.4329  0.1849  0.1909  -0.3649
O  9.1039  7.405  32.1478  -0.5527  0.0389  -0.3417
O  21.6778  0.9539  37.7763  -0.02  -0.5324  0.0863
O  19.2874  16.5424  27.5566  0.1743  0.1608  0.2112
O  19.2512  13.5392  30.2462  0.0586  0.3372  -0.3618
O  16.6158  14.019  35.0645  0.2695  -0.0522  -0.0396
O  18.1569  4.6855  28.4636  -0.1937  0.0256  0.4219
O  7.2316  6.2831  36.0472  0.3101  0.3607  0.2059
O  16.3951  8.1783  27.7148  0.1627  -0.1552  0.4557
O  25.2589  1.1536  28.4244  -0.1648  0.2484  0.2645
O  9.4307  1.1849  28.8281  -0.4388  -0.1936  0.2062
O  25.3722  11.8679  28.1684  -0.3027  0.308  0.1891
O  22.7114  3.9065  28.4047  -0.1058  0.2449  0.4406
O  26.4386  7.0968  28.3204  0.2594  -0.4069  0.3989
O  21.8158  8.2271  27.6806  0.0949  0.0573  0.4602
O  22.6206  14.2782  32.9286  0.0203  0.5367  -0.2886
O  -2.7878  10.9014  27.49  0.1268  -0.1118  0.2827
O  -2.6569  1.3131  31.0498  0.4563  -0.0854  0.2113
O  1.3202  16.9704  32.1504  -0.241  -0.1666  -0.2581
O  0.537  3.262  36.0825  0.3465  -0.3934  -0.0944
O  3.664  3.3395  38.6309  -0.1327  -0.1049  -0.597
O  -0.4983  15.0102  36.2314  0.0765  -0.3739  0.4014
O  7.4093  9.7559  28.475  -0.0169  0.1224  0.3871
O  15.3625  1.6442  31.0121  0.6065  -0.2293  -0.0675
O  13.1512  2.0472  32.3246  -0.2813  0.5071  0.1919
O  6.4274  5.2001  38.193  -0.7101  0.0978  -0.178
O  7.4092  9.3457  32.3431  -0.3121  -0.1765  -0.0686
O  23.4029  2.3893  36.4516  0.5108  0.168  0.0191
O  14.3207  14.6474  30.2662  0.2833  0.4932  0.0537
O  20.0598  6.5033  28.5497  0.0319  0.0721  0.4469
O  13.972  15.2529  35.4736  -0.2394  -0.2475  -0.1041
O  -2.2106  9.161  38.7441  0.0079  0.1036  -0.0758
O  26.2641  2.3688  37.7311  -0.3089  0.2604  -0.067
O  14.931  13.4274  37.283  0.2728  -0.2701  -0.3508
O  5.3303  12.2061  37.8144  -0.4024  -0.2054  0.0185
O  24.9093  2.6236  31.1869  -0.0881  0.425  -0.4038
O  16.1135  16.6455  35.3834  0.2182  0.6119  0.3937
O  29.0166  4.361  28.3594  0.0035  -0.1873  0.2854
O  16.3168  1.2792  38.2298  -0.0121  -0.1391  -0.109
O  3.9998  12.5871  31.5748  0.4593  0.0364  0.3856
O  14.9621  10.0758  32.8039  0.2698  -0.1494  0.218
O  -1.9729  10.7477  31.2193  -0.0259  -0.0696  -0.5273
O  12.5063  5.3602  37.5123  -0.0537  -0.1547  -0.4994
O  11.9587  13.6483  30.6946  -0.0182  -0.241  -0.468
O  1.9752  4.2744  28.2347  0.255  -0.1483  0.25
O  5.7418  1.2564  38.6503  -0.0982  0.1468  -0.4501
O  -3.7247  11.1613  37.947  -0.6977  0.0291  -0.2603
O  2.2406  5.4052  30.5318  -0.2136  0.6147  -0.0163
O  26.5334  12.6333  37.6196  -0.0345  -0.5042  -0.0303
O  24.1215  4.7789  37.3192  0.3715  0.1791  -0.1522
O  3.0588  14.9194  32.5218  0.2772  -0.1635  0.303
O  23.4541  10.1011  28.5533  -0.2341  0.3035  0.5693
O  20.77  12.8781  36.9004  -0.3826  0.4498  -0.4355
O  26.8555  8.3734  37.5029  0.0304  0.5797  -0.1973
O  3.8816  10.1361  32.7938  -0.1151  -0.4995  0.0555
O  24.251  4.171  34.6776  -0.3407  0.0173  -0.364
O  15.0623  1.186  28.4969  -0.1555  -0.4814  0.2546
O  13.1152  10.2261  37.3613  0.1379  0.3931  -0.2261
O  4.3839  15.8179  36.0427  0.6803  -0.0494  -0.0229
O  -2.5546  15.7782  37.7014  -0.0299  -0.2333  -0.094
O  22.9188  1.4922  32.8114  0.3088  -0.2988  0.2939
O  0.4049  1.0421  38.7844  -0.0742  -0.2623  -0.458
O  16.5273  12.1594  33.1254  0.4969  0.3704  -0.1054
O  -2.2551  3.6075  32.0832  -0.0314  0.2764  0.4413
O  2.8343  3.9007  35.2185  0.0773  -0.0323  -0.1084
O  25.7478  0.9236  35.625  -0.4874  0.0986  0.0481
O  -0.7878  13.1017  30.5358  -0.2689  0.1935  0.0295
O  26.6532  12.1745  35.1163  0.2955  -0.3667  -0.2325
O  18.2612  8.4595  30.6311  0.1007  -0.0269  -0.0855
O  -4.3988  1.5398  35.9262  0.583  0.2754  0.316
O  4.3169  12.0071  34.5052  -0.1992  0.3744  0.3395
O  20.2746  2.9564  37.045  -0.1711  -0.1141  0.0185
O  5.2019  4.5759  36.0048  -0.3938  0.3834  0.2905
O  18.9864  11.725  35.2754  -0.3096  0.4393  -0.4613
O  9.2723  11.6525  28.5226  0.1298  0.1351  0.1188
O  7.6369  3.6774  36.2909  0.0532  -0.2638  0.2343
O  7.5031  10.8947  37.4842  0.4224  -0.2402  -0.5354
O  6.68  12.0036  35.3697  0.2631  -0.457  -0.2018
O  18.7137  5.9082  30.7565  0.2445  -0.146  0.2199
O  10.9728  16.9691  35.8727  0.3336  -0.3645  -0.3905
O  16.3535  6.8282  31.4917  -0.0047  -0.0393  -0.1159
O  27.1977  12.1952  31.3404  0.1636  -0.3052  0.0282
O  -1.9926  3.5211  35.6198  0.029  -0.293  -0.6452
O  -0.5745  7.7591  37.4289  0.6514  0.0536  -0.2724
O  26.4119  5.2227  33.5789  -0.4845  0.3286  -0.2466
O  0.0678  4.9091  31.9581  -0.4249  0.6109  0.2517
O  7.8079  16.0426  37.8146  0.3485  0.3255  -0.1523
O  12.0215  8.9858  28.7827  0.3196  0.0073  0.3203
O  -1.4989  13.1323  28.1035  0.4858  0.1534  0.3113
O  21.0199  1.9239  28.4544  0.1548  -0.2126  0.3221
O  11.86  11.2901  34.5267  -0.1539  -0.1538  0.6247
O  21.0586  10.407  36.0359  -0.0371  -0.0417  0.0184
O  2.8634  9.4284  38.5297  0.1577  0.059  -0.5198
O  28.2654  9.0043  28.3536  0.3673  0.0596  0.1243
O  7.3915  13.6109  37.1867  -0.1661  0.1916  0.2384
O  21.2436  12.4575  31.5566  0.4646  -0.1677  -0.1408
O  8.9773  15.2898  35.6811  0.0151  -0.063  -0.545
O  17.9777  10.096  28.6299  0.1326  0.5113  -0.0073
O  2.1269  14.319  35.9752  0.256  -0.5549  -0.0169
O  27.1847  13.5718  27.3296  -0.0705  0.1693  0.3409
O  12.4248  7.8266  36.6195  -0.1207  0.3436  -0.1278
O  16.744  10.5729  30.9581  -0.2922  0.0347  -0.1558
O  12.1916  3.7445  34.2102  0.2964  -0.3426  -0.5499
O  0.7669  14.4759  28.582  -0.4902  0.0331  0.2625
O  15.3345  12.7598  28.6825  0.5962  0.1993  -0.0535
O  22.2443  16.7242  35.1471  0.2205  -0.3253  -0.0498
O  21.9756  4.5349  35.859  -0.0474  0.5348  -0.192
O  8.2693  2.6189  30.736  -0.0207  -0.234  0.4755
O  -1.1938  3.0404  38.0805  -0.1525  0.5066  0.0829
O  28.3465  6.7939  32.8023  -0.0224  0.2957  0.1376
O  -0.1017  8.0684  27.5193  0.1761  -0.0656  0.6357
O  15.1154  5.2467  33.1967  -0.0053  -0.0896  -0.0393
O  18.4444  15.6359  31.613  0.1011  0.4836  -0.1198
O  -2.065  6.4916  28.2925  -0.2856  0.1168  0.327
O  27.3752  7.8815  30.6075  -0.3529  0.078  0.2316
O  13.9873  5.7638  30.8706  -0.3945  0.0174  0.1463
O  14.7776  16.5123  33.1893  0.1311  -0.3726  -0.5954
O  26.5715  16.9825  31.6356  -0.355  -0.1561  0.1566
O  14.2659  3.463  38.4332  0.2583  0.1797  -0.3507
O  0.9395  11.8601  28.9939  -0.3629  -0.3866  0.0042
O  12.4095  9.4189  32.8684  -0.1969  -0.3682  -0.3494
O  23.8115  16.1137  37.2217  0.5399  -0.1649  -0.4578
O  -3.8405  4.928  34.6488  -0.0583  -0.5285  -0.4978
O  24.1113  9.5644  37.6843  0.4898  -0.1237  -0.0062
O  -0.0572  2.642  27.5675  -0.1528  -0.1171  0.2222
O  2.8659  16.8474  34.2253  -0.199  0.3284  0.0504
O  5.4967  16.5649  33.7265  0.0999  0.2557  -0.1881
O  9.7881  14.1126  37.8661  0.265  0.082  -0.2652
O  18.3794  15.8227  34.3377  0.0644  0.0666  0.1367
O  9.0373  16.3782  31.1064  -0.2187  -0.0871  -0.4912
O  4.8278  4.0417  33.4747  -0.5015  -0.0409  -0.3273
O  25.0214  13.5608  32.044  0.0709  0.2406  -0.422
O  25.9001  15.3297  29.7704  0.1658  -0.4552  0.1643
O  13.6057  10.8883  27.8476  0.1251  -0.1021  0.3499
O  2.3652  5.801  33.031  0.327  0.1504  -0.214
O  -0.1422  10.126  34.7478  -0.0156  -0.0875  0.3046
O  8.2045  8.0301  34.4534  0.1312  0.2628  0.5109
O  -4.7026  17.0821  38.6756  -0.3101  0.054  -0.0583
O  1.9211  11.3383  33.925  -0.0151  0.3441  -0.1163
O  6.0236  15.2607  31.4661  0.3888  -0.1104  -0.1287
O  -2.9246  9.6227  33.4946  -0.2867  0.3216  0.0883
O  -2.7773  8.2643  31.2375  0.2617  -0.0625  -0.3097
O  12.6813  4.7933  28.6314  -0.4264  0.1145  0.2897
O  25.2905  8.3897  35.5168  -0.2661  -0.2625  -0.598
O  -2.9123  12.9549  32.152  -0.1381  0.0217  0.3842
O  10.971  2.9277  27.7189  -0.165  0.0772  0.3456
O  23.7386  16.7492  30.4939  -0.312  -0.5912  0.0862
O  -3.459  1.7365  33.4828  0.2837  0.2794  0.3636
O  8.7102  8.9175  38.475  -0.0269  0.0216  -0.4067
O  16.9238  4.4273  34.9136  -0.0403  -0.3577  -0.3506
O  20.2463  8.1589  34.8079  0.1066  -0.282  -0.4066
O  25.8696  9.4936  29.2172  0.047  -0.162  0.0345
O  -1.4035  4.4613  29.7774  0.1288  -0.1453  -0.1089
O  22.5163  11.6461  38.3298  -0.0297  -0.054  -0.0756
O  23.7433  15.3212  28.3192  0.1045  -0.3625  0.4736
O  20.7058  8.1982  37.3882  -0.6897  0.303  0.0249
O  12.5093  13.2995  36.0905  -0.7112  -0.3802  0.382
O  18.15  10.1503  37.2385  0.3997  -0.3137  -0.1436
O  5.4418  10.4777  30.8233  -0.0775  -0.2512  -0.4056
O  25.1568  14.4807  38.6621  -0.0911  -0.0829  -0.0871
O  -3.6033  13.1373  29.6829  0.0531  -0.5188  -0.079
O  19.3073  10.8952  30.7702  0.1873  -0.265  0.3218
O  12.2961  16.1987  31.1013  -0.2235  -0.12  0.3285
O  13.4191  2.9074  0.0818  -0.1135  -0.0678  -0.2385
O  -0.453  12.0265  32.8871  0.2597  0.0468  0.069
O  -2.0399  15.3303  29.8653  0.5229  0.0429  0.6976
O  20.4905  16.7289  33.0562  -0.0653  0.0478  -0.2536
O  16.65  6.526  38.3507  0.0781  0.2377  -0.4166
O  10.9439  7.0601  30.4525  0.4831  -0.2673  0.2111
O  4.9025  1.0333  30.3601  0.1856  0.2527  0.4329
O  14.8545  6.2432  28.4935  -0.0141  -0.1621  0.3638
O  -3.7185  4.3607  37.3975  -0.0381  -0.2313  -0.1337
O  -2.7627  11.2077  35.5316  0.3903  0.3572  -0.4864
O  11.7729  17.185  38.4071  -0.2649  0.0764  0.378
O  21.3529  12.3579  34.2838  0.1788  0.0015  0.0097
O  22.3404  6.4245  38.3768  -0.0914  0.0846  -0.4199
O  16.6179  2.8234  27.3888  0.1439  -0.1357  0.1622
O  13.6695  1.5133  35.1012  -0.161  0.0142  -0.1051
O  16.4459  11.3891  35.5942  -0.2284  -0.0474  0.1937
O  7.9286  11.2106  30.6341  0.322  0.4314  0.2623
O  1.7176  13.5714  30.8001  -0.1532  0.0254  0.4971
O  10.3019  6.8619  37.6962  -0.3846  -0.2722  -0.2677
O  14.942  3.7537  29.4452  0.4136  0.144  0.0298
O  9.6654  3.9612  34.619  -0.0922  0.1618  0.2034
O  -2.709  16.0151  35.0622  0.2049  -0.5476  -0.3574
O  10.776  5.4419  32.6798  0.1271  0.0878  -0.2863
O  24.9029  15.497  33.849  -0.3884  0.5764  -0.1347
O  2.0873  3.2708  32.1593  0.5784  -0.1513  0.3497
O  9.8398  2.2507  37.5994  -0.2056  0.2132  -0.5847
O  0.8063  15.1179  33.915  -0.3762  -0.1053  -0.1594
O  5.6776  8.1534  34.9163  0.2135  0.4463  -0.523
O  14.4284  3.9622  35.4333  0.0089  0.3159  0.366
O  21.0175  2.5564  34.4358  -0.152  0.0463  -0.1573
O  13.014  2.0406  29.7685  -0.2404  0.1439  -0.3555
O  14.0125  9.1161  35.037  0.3382  -0.0335  0.1394
O  -2.1309  1.2435  28.4646  -0.0391  0.1783  0.2317
O  25.4544  11.1769  33.0606  0.0129  -0.6565  -0.0023
O  14.7181  12.1731  31.194  -0.7163  -0.1916  -0.0539
O  -3.517  5.9084  30.4318  -0.0275  -0.1633  0.0873
O  7.3263  3.4606  33.7059  -0.1081  -0.4979  -0.5239
O  18.473  7.3751  32.9916  0.011  -0.3177  0.0374
O  5.2676  13.4577  27.6303  0.2145  -0.1631  0.3842
O  13.1939  15.0905  37.9839  0.3354  0.0813  0.1066
O  -4.817  6.3157  38.6416  0.0635  -0.1455  -0.217
O  6.5874  6.0562  33.539  -0.1729  0.2596  -0.4875
O  9.8573  14.0522  32.1671  -0.3209  -0.3607  -0.174
O  27.8781  14.7193  31.4528  0.0932  -0.0344  0.2905
O  12.2143  2.8375  36.667  0.2104  0.3718  0.3421
O  10.7527  2.0304  31.0587  0.0631  0.4305  0.4908
O  17.896  9.3043  34.7687  -0.4166  0.1006  -0.2261
O  5.4421  8.0885  27.7034  0.1619  -0.1022  0.5676
O  4.2249  1.8479  28.0614  0.2  0.5161  0.0158
O  20.7149  11.9304  28.8681  0.2447  -0.5592  0.0176
O  18.1075  4.7672  37.2653  0.0396  -0.4258  -0.1079
O  8.9968  5.1835  30.6785  0.2444  -0.1676  -0.4458
O  9.6509  9.3711  29.8662  -0.1888  0.1863  0.6544
O  27.1803  2.713  27.5375  -0.1906  -0.0644  0.5579
O  -0.0514  2.5178  30.9027  -0.4178  -0.2484  -0.1851
O  11.1815  5.9556  35.2954  0.1333  0.2607  -0.0063
O  -0.5813  8.9209  32.4672  0.403  0.0441  -0.4203
O  27.8147  2.903  31.5092  -0.0871  0.2511  -0.1158
O  1.4858  8.1217  33.885  0.1629  0.3329  -0.4311
O  15.5519  2.7161  33.3968  0.2727  -0.2264  0.1023
O  14.3552  12.5415  34.4895  0.0532  0.1093  -0.3124
O  6.5031  11.7623  32.8194  0.0043  0.1657  -0.0518
O  1.0622  5.7859  35.2687  -0.6252  0.1495  -0.1145
O  3.944  14.8273  30.0566  -0.1896  0.1248  -0.4792
O  2.3364  16.3093  37.6189  -0.0236  0.4173  -0.3478
O  -1.0131  1.1772  36.2778  0.2801  -0.0428  -0.2861
O  -2.731  8.6319  36.0368  -0.1835  -0.1173  0.1359
O  21.9341  13.7161  27.5236  -0.039  0.0759  0.4817
O  6.5491  4.4957  31.4523  -0.3109  0.2303  -0.3973
O  24.7168  11.3744  30.5925  -0.6168  -0.0737  0.0722
O  16.7241  11.9298  38.4498  0.0892  -0.0501  -0.4071
O  26.0371  2.5946  33.3942  0.1342  -0.3798  0.4106
O  4.0854  3.7106  29.7705  0.3101  0.0055  0.5213
O  16.7007  13.766  30.7807  -0.0185  -0.2465  0.3263
O  24.5537  5.4688  27.5319  -0.0962  -0.0493  0.6195
O  -3.9226  13.3232  36.4288  0.3058  0.3475  0.0155
O  1.8748  9.5584  28.3141  0.4036  -0.3969  0.4819
O  26.457  14.6842  35.9238  -0.3143  0.1598  0.3341
O  9.8762  9.7047  33.3959  -0.1102  0.2825  0.4094
O  17.704  15.2165  28.9644  -0.4122  0.2259  0.1596
O  4.5545  7.9954  37.2692  0.3349  -0.3031  -0.2
O  17.7897  15.6451  36.9906  0.2728  -0.2086  -0.2456
O  12.4175  15.3304  28.6445  -0.0502  0.2776  0.1501
O  -1.5526  12.6276  37.5361  0.1569  0.3617  -0.2834
O  8.6211  1.5537  35.0074  -0.2574  -0.219  -0.1652
O  19.9826  14.1716  33.0998  -0.1413  -0.4285  -0.0258
O  7.8416  15.393  33.2167  0.0445  0.0544  0.4601
O  7.0748  4.0721  28.9615  -0.4575  -0.0788  0.2239
O  -2.1825  6.0697  36.3563  0.5193  -0.0756  0.3236
O  27.5071  16.1234  34.0727  0.0917  -0.2754  -0.5126
O  24.2856  13.0767  34.5096  -0.5165  0.0476  0.5709
O  5.7504  14.0214  33.8496  -0.574  -0.0247  0.2911
O  -0.843  7.5902  34.7309  0.1371  -0.546  -0.3745
O  11.0154  11.6309  32.0761  -0.3249  -0.0444  -0.659
O  14.1867  7.5851  32.8209  0.0206  -0.0215  0.0465
O  27.4416  6.9752  35.2924  0.2302  -0.2007  0.379
O  20.4078  4.1771  29.7192  0.0883  0.061  0.3535
O  3.3901  6.9684  35.176  0.1488  -0.3691  -0.2167
O  4.6848  2.0789  35.3302  0.0867  -0.115  0.2433
O  3.6912  14.1883  38.0371  -0.0535  0.0228  -0.019
O  24.3008  10.7424  35.4122  -0.1371  0.1444  0.0068
O  12.1826  13.5804  33.3814  0.1441  0.4248  0.0091
O  22.3037  2.668  30.6375  -0.1035  0.3179  0.4897
O  3.5311  9.6265  35.3697  -0.1965  0.0597  0.4048
O  18.0852  6.7532  35.4877  -0.5026  0.08  0.3543
O  1.9157  4.9454  37.5521  -0.0395  0.3825  -0.0718
O  3.4944  11.7003  28.3764  0.0872  0.0262  0.3704

Results
total energy: -218731.427 eV
total energy less fixed offsets of O -438.35, Si -107.03 eV per atom: -12.707 eV
